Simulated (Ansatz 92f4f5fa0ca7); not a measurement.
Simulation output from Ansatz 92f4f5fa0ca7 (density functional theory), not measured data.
Periodic cell of 221 atoms, Si132O88H1, from a study of silicon, its oxide and their interface. The atomic structure is a simulated model.
Doubt: the cutoff is far below the 930 eV that the study's wrapper takes by default for these files, so forces and energies are approximate.
This geometry differs little from another in the collection (a relaxation step or a small displacement).

Settings: functional PBE; potential files Ansatz PAW; basis plane waves; wave-function cutoff 580 eV; density cutoff ratio 5; exchange-correlation grid ratio 1; k mesh 1 x 1 x 1, Gamma-centred; self-consistency stop 5e-08 eV per atom in the density residual; occupations fixed; spin none; net charge +1 e, with a uniform compensating background and no finite-size correction.

Cell vectors (angstrom)
a, 10.938, 0, 0
b, 0, 10.938, 0
c, 0, 0, 32.2554

Atoms and the computed forces on them: element, x, y, z (angstrom), force x, y, z (eV/angstrom)
Si, 0.1807, -0.1081, 24.5502, 0.1052, -0.1343, -0.1328
Si, 5.5938, -0.2955, 24.8305, 0.124, -0.0243, -0.2312
Si, 2.5024, 3.0613, 24.5335, -0.028, 0.0484, -0.1
Si, 8.0776, 2.9813, 25.1424, -0.0501, -0.0718, -0.2748
Si, 0.0271, 5.14, 24.7381, 0.1378, 0.0257, -0.092
Si, 5.8405, 5.127, 24.7282, 0.0445, -0.0188, -0.3621
Si, 2.4331, 8.5411, 24.6752, -0.0132, -0.0388, -0.1729
Si, 7.9718, 8.6218, 24.8574, -0.1082, 0.1073, -0.2816
Si, 1.401, 1.4202, 25.9395, -0.0408, 0.0163, -0.1531
Si, 6.7499, 1.3416, 26.1522, -0.0051, -0.0271, -0.175
Si, 4.068, 4.1513, 25.9956, 0.0228, 0.0297, -0.0511
Si, 9.6163, 4.1528, 26.3897, -0.046, -0.0504, -0.0702
Si, 1.274, 6.8588, 25.9367, -0.0317, -0.0246, -0.1508
Si, 6.8518, 6.8622, 26.0415, 0.0263, 0.0126, -0.1337
Si, 4.0357, 9.5164, 26.158, -0.0397, -0.0046, -0.0709
Si, 9.5787, 9.747, 26.1128, 0.0359, -0.0248, -0.1173
Si, 2.7223, 0.0465, 27.4379, -0.0559, 0.0524, 0.0105
Si, 8.1798, 0.0601, 27.5122, 0.0032, 0.0159, 0.002
Si, 0.0573, 2.6722, 27.5016, 0.0301, -0.0889, 0.0013
Si, 5.3875, 2.7549, 27.4515, -0.0064, 0.0586, 0.0135
Si, 2.7078, 5.5353, 27.394, -0.0622, -0.0036, -0.0516
Si, 8.1756, 5.56, 27.5279, 0.0065, 0.0357, 0.0659
Si, -0.0374, 8.2228, 27.4168, -0.0209, 0.012, -0.0239
Si, 5.4463, 8.1603, 27.4671, 0.0535, -0.0075, 0.0165
Si, 4.1018, 1.3673, 28.8371, -0.2713, 0.109, 0.0968
Si, 9.5708, 1.3673, 28.8371, 0.1328, 0.0714, 0.427
Si, 1.3673, 4.1018, 28.8371, 0.3646, 0.0871, -0.2388
Si, 6.8362, 4.1018, 28.8371, -0.2878, 0.0587, -0.2
Si, 4.1018, 6.8362, 28.8371, -0.1943, -0.188, 0.0391
Si, 9.5708, 6.8362, 28.8371, 0.0745, 0.5896, 0.3192
Si, 1.3673, 9.5708, 28.8371, -0.0929, 0.0818, -0.4301
Si, 6.8362, 9.5708, 28.8371, -0.0516, -0.201, -0.1239
Si, 0, 0, 30.2044, -0.1067, -0.0967, 0.0222
Si, 5.469, 0, 30.2044, -0.0098, -0.0135, -0.0578
Si, 2.7345, 2.7345, 30.2044, 0.1125, 0.0569, 0.0223
Si, 8.2035, 2.7345, 30.2044, 0.123, 0.0295, -0.034
Si, 0, 5.469, 30.2044, -0.0043, 0.0051, -0.0684
Si, 5.469, 5.469, 30.2044, -0.0719, -0.1248, 0.0188
Si, 2.7345, 8.2035, 30.2044, 0.0319, 0.0202, -0.054
Si, 8.2035, 8.2035, 30.2044, 0.1196, 0.0259, 0.0483
Si, 1.3673, 1.3673, 31.5716, -0.0176, 0.0558, -0.0475
Si, 6.8362, 1.3673, 31.5716, -0.0169, -0.0166, -0.032
Si, 4.1018, 4.1018, 31.5716, -0.0285, -0.0434, 0.0119
Si, 9.5708, 4.1018, 31.5716, -0.0484, 0.0371, -0.0052
Si, 1.3673, 6.8362, 31.5716, 0.0095, 0.0015, -0.0316
Si, 6.8362, 6.8362, 31.5716, -0.0005, 0.0449, -0.0371
Si, 4.1018, 9.5708, 31.5716, -0.0069, 0.0089, -0.0071
Si, 9.5708, 9.5708, 31.5716, -0.036, 0.0343, 0.013
Si, 2.7345, 0, 0.6835, -0.0243, 0.0072, 0.0261
Si, 8.2035, 0, 0.6835, 0.0551, 0.0166, 0.0132
Si, 0, 2.7345, 0.6835, -0.0166, -0.0387, 0.025
Si, 5.469, 2.7345, 0.6835, 0.0544, -0.0178, 0.005
Si, 2.7345, 5.469, 0.6835, 0.0106, -0.0025, 0.0022
Si, 8.2035, 5.469, 0.6835, 0.0204, -0.0429, 0.0321
Si, 0, 8.2035, 0.6835, -0.0141, -0.0145, 0.001
Si, 5.469, 8.2035, 0.6835, 0.0127, -0.0152, 0.0296
Si, 4.1018, 1.3673, 2.0507, 0.0256, 0.102, 0.0512
Si, 9.5708, 1.3673, 2.0507, -0.0469, -0.0219, -0.0017
Si, 1.3673, 4.1018, 2.0507, 0.0852, 0.0284, 0.0019
Si, 6.8362, 4.1018, 2.0507, -0.0692, -0.0659, 0.0265
Si, 4.1018, 6.8362, 2.0507, -0.1059, -0.0455, 0.0156
Si, 9.5708, 6.8362, 2.0507, 0.0283, 0.0746, 0.0435
Si, 1.3673, 9.5708, 2.0507, -0.0465, -0.0157, 0.0297
Si, 6.8362, 9.5708, 2.0507, -0.03, 0.0135, -0.0044
Si, 0, 0, 3.418, -0.2817, -0.1054, -0.215
Si, 5.469, 0, 3.418, 0.2636, -0.151, 0.1572
Si, 2.7345, 2.7345, 3.418, 0.2729, 0.5232, -0.07
Si, 8.2035, 2.7345, 3.418, 0.0203, -0.0342, 0.1507
Si, 0, 5.469, 3.418, 0.1709, 0.0097, 0.3457
Si, 5.469, 5.469, 3.418, -0.1006, -0.3344, 0.0804
Si, 2.7345, 8.2035, 3.418, -0.0551, -0.2383, -0.0773
Si, 8.2035, 8.2035, 3.418, 0.0047, -0.016, 0.1184
Si, 1.3637, 1.3843, 4.6962, 0.0621, 0.0916, -0.0954
Si, 6.8671, 1.3352, 4.8193, 0.0403, 0.0551, 0.0024
Si, 4.1281, 4.0998, 4.8746, 0.0163, -0.109, -0.0003
Si, 9.571, 4.0988, 4.8015, 0.0071, -0.0186, -0.0852
Si, 1.3913, 6.8467, 4.8429, 0.0047, 0.0056, 0.0024
Si, 6.8701, 6.7595, 4.778, 0.0819, -0.0845, -0.0414
Si, 4.1335, 9.5038, 4.7602, 0.0028, 0.0185, -0.0482
Si, 9.5604, 9.5703, 4.8054, -0.0253, 0.0264, 0.003
Si, 2.6979, -0.0515, 5.9484, -0.0529, -0.0666, 0.0424
Si, 8.2002, -0.0074, 6.2481, 0.1135, 0.0073, 0.0699
Si, 0.0281, 2.7224, 6.0918, -0.0176, -0.0382, 0.0204
Si, 5.4972, 2.6076, 6.245, -0.2025, -0.0087, 0.2153
Si, 2.7671, 5.5478, 6.3209, -0.0202, 0.0006, 0.197
Si, 8.1941, 5.3849, 6.2288, -0.0906, 0.0578, 0.1038
Si, -0.033, 8.1745, 6.1821, 0.0285, 0.0456, 0.0756
Si, 5.4913, 8.107, 6.132, -0.0761, -0.007, 0.1278
Si, 3.7475, 1.3643, 7.4672, -0.2187, 0.3058, -0.1503
Si, 9.9099, 1.1462, 7.4531, 0.0343, -0.0648, 0.0974
Si, 1.6403, 3.793, 7.4434, 0.1566, -0.0905, 0.1845
Si, 6.6544, 4.1518, 7.6028, 0.2801, -0.3037, -0.0461
Si, 4.5153, 6.5805, 7.7268, 0.2708, -0.9525, -1.6626
Si, 9.288, 7.0629, 7.4855, 0.0041, -0.0301, 0.1849
Si, 1.1746, 9.8326, 7.3338, -0.2049, 0.1168, 0.0634
Si, 7.0035, 9.2591, 7.4434, 0.2798, -0.0642, -0.1299
O, 1.2288, 4.1092, 24.1024, 0.06, -0.0077, 0.277
O, 6.7781, 9.6239, 24.2123, 0.0387, -0.0748, 0.5419
O, 2.9169, 2.7723, 7.3324, 0.0699, -0.0826, 0.1665
O, 8.1667, 8.2005, 7.9597, -0.1004, 0.0373, -0.1538
O, 5.5729, 5.333, 8.0757, -0.5403, 0.742, 0.2792
O, 0.096, 0.0183, 7.9613, 0.0384, -0.0889, -0.2399
O, 5.3482, 5.5515, 23.2049, -0.0317, -0.1043, 0.3623
O, 10.5409, 0.508, 23.0827, 0.0816, -0.0634, 0.236
O, 2.1904, 9.434, 8.603, 0.0978, -0.2629, 0.0726
O, 1.3707, 3.7981, 9.0758, 0.1194, 0.11, -0.1247
O, 9.4829, 2.0074, 8.7788, -0.0286, -0.0191, -0.0242
O, 7.6387, 9.9463, 12.1401, -0.18, -0.1776, -0.1568
O, 3.4002, 0.8576, 9.0435, 0.1275, -0.0981, -0.0102
O, 4.2962, 7.3757, 9.3775, 0.0395, -0.0749, 0.7493
O, 7.2325, 3.3634, 8.9554, -0.1193, 0.1158, -0.1921
O, 9.8581, 6.5142, 8.9443, -0.0657, -0.0108, -0.2467
O, 3.3464, 2.4875, 23.1869, -0.1481, 0.0561, 0.2039
O, 4.6458, 0.2131, 23.5808, 0.0245, -0.0198, 0.1197
O, 9.1983, 2.4058, 24.0943, -0.0531, 0.1076, 0.1186
O, 9.7807, 5.6024, 23.6359, 0.097, -0.0593, 0.0739
O, 19.8792, 8.1581, 23.6008, -0.0655, 0.0265, 0.2146
O, 3.2893, 7.9828, 23.3722, -0.0717, 0.0908, 0.2543
O, 7.0059, 3.987, 24.3633, -0.0815, 0.0929, 0.4325
O, 1.3073, 9.6606, 24.1234, 0.0363, -0.0327, 0.289
Si, 3.8022, 6.4492, 10.8052, -0.594, -1.0559, 1.6758
Si, 9.1351, 4.2741, 14.6909, 0.091, -0.0337, 0.2104
Si, 7.4117, 8.3345, 11.9889, 0.7068, 0.1164, 0.5327
Si, 4.2127, 1.2904, 22.4332, 0.0514, 0.0234, -0.0487
Si, 17.1489, 3.8631, 14.3542, 0.1205, -0.0546, 0.3116
Si, 2.7455, -0.4414, 20.2067, -0.0923, -0.0409, -0.0393
Si, 7.1734, 4.1787, 19.5402, 0.1048, -0.0829, 0.1186
Si, 14.0159, 6.6608, 16.5323, -0.0455, 0.0676, 0.242
Si, 1.9609, 4.1481, 10.5573, -0.3664, -0.4805, 0.1666
Si, 5.6952, 16.2303, 16.839, 0.1056, -0.1071, 0.2862
Si, 3.7825, 9.7718, 17.3337, -0.0579, 0.1046, 0.1733
Si, 10.2365, 4.4277, 11.7367, -0.0373, -0.0559, 0.3284
Si, 10.9214, 6.5274, 16.1373, -0.0588, 0.0892, 0.1847
Si, 7.9946, 1.6293, 14.5651, 0.0779, -0.0638, 0.2089
Si, 2.7833, 10.4377, 9.7593, -0.5124, 0.5489, -0.1018
Si, 9.096, 6.8032, 22.7167, 0.0822, 0.011, -0.164
Si, 11.1816, -1.1471, 11.2766, -0.3125, -0.0474, 0.3737
Si, 3.5706, -3.2433, 13.7972, -0.06, 0.2259, 0.8132
Si, 5.1872, 8.7774, 9.9298, 0.9838, 1.4743, 0.7098
Si, 9.5747, 1.7829, 22.6538, -0.083, 0.0497, -0.0489
Si, 11.9241, -0.3988, 16.674, -0.0535, 0.0266, 0.2154
Si, 8.4128, 2.6263, 9.8354, 0.1037, 0.0394, 0.1504
Si, -0.4309, 8.2563, 18.4688, -0.0471, 0.0552, 0.157
Si, 11.741, -2.0036, 14.237, -0.1487, 0.0057, 0.3097
Si, 4.7399, 3.8829, 11.7112, -0.0281, -0.5152, 0.3923
Si, 6.006, 6.0929, 21.8122, 0.0156, -0.0148, -0.2242
Si, 6.4569, 7.7434, 14.7895, 0.0709, -0.0027, 0.3814
Si, 11.5308, 6.5446, 20.7639, 0.0706, -0.1102, -0.148
Si, 11.0967, 1.0967, 18.9327, -0.0656, 0.0716, 0.0896
Si, 14.2219, 7.7039, 21.76, -0.0857, -0.0161, -0.2934
Si, 6.9695, 1.3875, 20.8498, 0.0218, -0.0453, -0.2231
Si, 9.9534, 7.1841, 10.4299, 0.0582, 0.0061, 0.2651
Si, -0.6496, 3.7155, 20.2807, -0.0189, 0.0572, -0.1815
Si, 8.4483, -0.5973, 19.1862, 0.0249, 0.0669, 0.1855
Si, 6.8469, 10.2352, 16.4315, 0.0445, 0.0323, 0.2499
Si, 8.554, 0.3266, 11.8364, 0.1579, 0.038, 0.305
O, 13.3581, 8.827, 14.0217, 0.169, -0.0911, -0.1733
O, 7.7354, -0.7221, 17.7624, -0.0825, -0.0165, -0.1797
O, 6.0018, 8.1748, 11.1929, -0.8609, -0.2172, -0.9334
O, 1.6129, 10.6018, 10.8975, 0.3654, 0.0215, -0.3202
O, 4.9678, -5.6138, 10.9637, -0.1291, 0.8189, -0.5611
O, 10.0007, 7.2022, 17.3213, 0.0131, -0.077, -0.1349
O, 6.2501, 4.9513, 20.6601, -0.0487, 0.0571, 0.0922
O, 6.6496, 13.2865, 13.9957, -0.1175, 0.0637, -0.1067
O, 3.5459, 7.2297, 12.2268, 0.1257, -0.1764, -1.0566
O, 2.371, 5.7415, 10.4493, 0.6335, 0.7266, -0.3201
O, 7.599, 4.7794, 14.3498, -0.1059, 0.0348, -0.1248
O, 11.4084, -1.5705, 17.6895, 0.0283, -0.0156, -0.0663
O, 9.9028, 4.1829, 13.2825, 0.0327, 0.0164, -0.2458
O, 0.6141, 7.4935, 19.4472, -0.008, 0.0235, -0.0298
O, 6.9535, 2.5474, 19.6696, -0.0114, -0.0158, 0.0416
O, 12.4349, 6.2353, 16.7607, 0.1001, -0.0279, -0.065
O, 17.204, 6.5508, 15.9132, 0.0102, 0.0841, -0.1676
O, 13.0129, 6.6206, 21.4608, 0.021, -0.012, 0.0809
O, 3.2978, 0.6567, 21.2615, 0.0143, 0.0452, 0.1255
O, 0.758, 3.7461, 11.5611, 0.2737, 0.1088, -0.2406
O, 7.2164, -0.1138, 20.184, 0.0117, -0.0087, 0.0189
O, 8.1743, 1.4281, 21.9351, 0.0328, -0.0316, 0.069
O, -1.6818, 8.9018, 19.3345, -0.0077, 0.0094, -0.048
O, 2.7835, 9.0533, 20.9749, 0.0447, 0.0032, 0.0619
O, 12.229, 0.2129, 19.7525, 0.0972, -0.0526, 0.0133
O, 6.1, 9.5722, 8.8359, -0.4313, -0.4377, 0.2455
O, 8.5369, 7.7066, 11.0181, -0.19, 0.0259, -0.0677
O, 8.8111, 1.0028, 13.2994, 0.002, -0.0504, -0.1769
O, 7.4156, 11.5077, 15.6218, 0.0025, 0.0141, -0.0772
O, 5.7678, 2.7074, 11.31, -0.0957, -0.0151, -0.2964
O, 2.6087, -0.3343, 16.5687, 0.0475, 0.0208, -0.1048
O, 3.2424, 14.3212, 11.242, 0.023, 0.1542, -0.1726
O, -6.7789, 5.6807, 17.3027, -0.0165, 0.0185, -0.1025
O, 11.116, 7.5587, 14.8701, 0.0431, 0.0358, -0.1368
O, 4.06, 9.779, 10.5294, 0.275, -0.7449, -0.2752
O, 3.4507, 8.1764, 17.0781, -0.0115, -0.1152, -0.0507
O, 10.0503, 5.2188, 15.665, -0.0354, -0.0081, -0.0516
O, 10.2715, 2.9114, 21.7095, 0.0404, -0.0547, 0.1376
O, 5.0307, 15.1772, 13.2867, -0.0653, 0.12, -0.3359
O, 4.8122, 7.167, 21.3202, -0.0375, 0.0455, 0.0863
O, 11.0234, 2.6962, 19.2348, 0.0199, -0.0707, -0.0279
O, 8.9628, 2.7493, 15.2991, -0.0249, 0.0164, -0.0746
O, 3.7046, -0.7028, 18.9032, 0.031, -0.0262, -0.0655
O, 5.601, 1.696, 21.6771, -0.0912, 0.0365, 0.1098
O, 5.2458, 10.2194, 16.7648, -0.0044, 0.0043, -0.0736
O, 7.8902, 1.3647, 10.7555, -0.0572, 0.0451, -0.1509
O, 9.6009, 0.5506, 19.3101, 0.0091, -0.0344, -0.0232
O, 17.6116, 4.837, 18.1019, -0.1027, 0.1033, -0.2172
O, 7.5666, 6.5704, 22.1282, 0.1785, -0.0033, 0.096
O, -5.9141, -2.6375, 14.214, -0.1139, -0.0335, -0.2222
O, 7.3456, -3.4223, 13.411, -0.0544, 0.0255, -0.3114
O, 11.3627, -0.7205, 15.1812, 0.0423, -0.0607, -0.146
O, 10.2422, 7.0964, 21.6038, -0.1298, 0.031, 0.1213
O, 9.1122, 3.7657, 10.7661, -0.0939, -0.0758, -0.1376
O, 8.8108, -6.6251, 19.7985, -0.0355, -0.0048, 0.016
O, 0.425, 11.9262, 17.3163, 0.0606, -0.0375, -0.1523
O, 16.5342, 3.9897, 15.8586, -0.0555, -0.0327, -0.1655
O, 11.0902, -1.7165, 12.7953, -0.0035, 0.0113, -0.2645
O, 11.2864, 4.9841, 20.3942, 0.0283, 0.0272, 0.0835
O, 0.0432, 8.4574, 10.3397, 0.0616, 0.0295, -0.1182
O, 10.4363, 6.0162, 11.4438, 0.0385, 0.0817, -0.1051
O, 9.9606, -0.0923, 11.1353, 0.047, -0.0164, -0.1369
O, 14.2252, 6.5109, 14.8973, 0.036, -0.0061, -0.3428
O, 7.2308, 8.9204, 15.5729, -0.0141, -0.0739, -0.151
H, 5.5667, 2.1581, 10.5318, -0.0027, 0.1697, 0.2735

Results
free energy: -133979.190 eV
free energy less fixed offsets of H -15.97, O -568.88, Si -635.61 eV per atom: -1.260 eV

The program warned: the cutoff lies below the one the program advises for these potential files; the exchange-correlation potential is rough where the density is thin.
